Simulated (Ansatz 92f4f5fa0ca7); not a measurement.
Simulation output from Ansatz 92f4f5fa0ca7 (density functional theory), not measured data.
Periodic cell of 220 atoms, Si132O88, from a study of silicon, its oxide and their interface. The atomic structure is a simulated model.
This geometry differs little from another in the collection (a relaxation step or a small displacement).

Settings: functional r2SCAN; potential files Ansatz PAW; basis plane waves; wave-function cutoff 800 eV; density cutoff ratio 5; exchange-correlation grid ratio 1; k mesh 2 x 2 x 1, shifted by 0.5 0.5 0 of a step; self-consistency stop 1e-10 eV per atom in the density residual; occupations fixed; spin none; net charge 0.

Cell vectors (angstrom)
a	10.88	0	0
b	0	10.88	0
c	0	0	32.0585

Atoms and the computed forces on them: element, x, y, z (angstrom), force x, y, z (eV/angstrom)
Si	0.1692	-0.9547	-0.3535	0.0028	-0.0119	-0.0326
Si	2.7425	2.4125	0.0119	0.0284	-0.002	-0.0279
Si	1.0258	3.2142	-1.3246	-0.0036	0.0166	0.0086
Si	2.0802	7.6458	-0.0974	-0.0125	0.0197	0.009
Si	4.658	0.0818	-0.2501	0.0063	-0.0196	0.0151
Si	8.4639	4.1431	0.4993	0.0336	-0.0146	-0.0158
Si	4.7926	6.2266	-0.6799	-0.0045	0.0143	-0.0402
Si	7.9	8.1058	-0.1833	0.0032	0.0118	-0.0431
Si	1.5469	1.2173	1.5536	0.0202	-0.0395	-0.0203
Si	3.9359	3.9919	1.1856	0.0163	-0.0083	-0.0679
Si	0.9118	6.2166	1.2796	-0.0032	-0.0137	-0.0467
Si	3.8721	9.6406	1.5196	-0.0233	0.036	-0.0916
Si	6.9028	1.5232	1.3552	-0.0123	0.0151	-0.0681
Si	10.7656	4.1388	0.6259	-0.0123	0.0206	-0.0817
Si	6.3373	6.9537	1.0586	-0.0192	0.0163	-0.0137
Si	9.3605	9.3522	1.1312	0.0188	-0.0013	0.0035
Si	0.1212	2.7304	2.5432	-0.0439	0.0147	0.0254
Si	2.7318	0.0024	3.0476	0.0146	0.0208	0.0011
Si	-0.1804	7.9538	2.5223	-0.0034	0.0408	-0.0351
Si	2.6932	5.409	2.5977	-0.0168	0.0144	-0.0061
Si	5.35	2.7291	2.6336	-0.0072	0.002	-0.0471
Si	8.2491	0.0282	2.5408	0.0056	-0.022	-0.0312
Si	5.3909	8.3253	2.6505	0.0249	-0.0422	-0.0325
Si	7.7481	5.4726	2.3513	0.0148	-0.04	0.018
Si	1.4382	4.0158	4.0043	-0.0142	-0.0151	-0.0183
Si	4.1406	1.4109	4.1626	0.0192	0.0118	-0.0429
Si	1.2087	9.3648	3.9663	0.0027	-0.014	-0.0312
Si	4.0316	6.8517	3.9185	-0.0057	-0.0179	-0.0204
Si	6.6866	4.1063	3.9422	0.0293	0.0263	-0.0152
Si	9.5347	1.435	3.8874	0.002	0.0124	-0.0262
Si	6.8707	9.5845	3.9494	0.0038	0.0077	-0.0147
Si	9.3176	6.6623	3.8416	-0.0133	-0.0046	0.0092
Si	-0.0465	-0.0009	5.2614	-0.0072	-0.0057	-0.0086
Si	2.7321	2.723	5.452	-0.0132	0.0267	-0.0022
Si	-0.0536	5.3845	5.2317	0.0023	0.0206	-0.0094
Si	2.6538	8.1083	5.3266	-0.0035	-0.0051	0.0086
Si	5.5198	0.0006	5.3871	0.0262	-0.0069	-0.0054
Si	8.1297	2.7454	5.2592	0.0029	-0.0155	-0.0127
Si	5.3753	5.4785	5.3023	-0.0048	0.0016	0.0066
Si	8.1501	8.1355	5.279	-0.0116	-0.0158	0.0058
Si	1.3406	1.2868	6.6709	-0.0215	-0.0131	-0.0105
Si	4.0894	4.1139	6.7277	0.0042	0.0166	-0.0123
Si	1.3145	6.7381	6.666	-0.0055	-0.009	-0.0025
Si	4.0751	9.4857	6.6341	0.0075	-0.0001	-0.0175
Si	6.8557	1.3828	6.714	0.0218	-0.0109	0.0028
Si	9.5224	4.0415	6.6403	-0.0015	0.0142	0.016
Si	6.7792	6.8139	6.6325	0.0009	0.003	0.0023
Si	9.5118	9.5234	6.6511	0.0002	0.0166	0.0013
Si	-0.0063	2.6654	8.0146	-0.0108	-0.0023	0.0126
Si	2.7228	-0.0577	8.0019	0.0035	-0.0061	0.0043
Si	0.0268	8.1841	8.006	0.0042	0.0021	-0.0056
Si	2.7094	5.4204	8.0723	-0.0052	0.0119	0.0043
Si	5.4784	2.7506	8.0455	0.0067	0.0019	0.0095
Si	8.1924	-0.0062	8.0694	0.0023	0.011	-0.0044
Si	5.4441	8.1522	8.0073	0.0094	-0.0152	0.0103
Si	8.1897	5.4714	7.9548	-0.0059	-0.0162	-0.0004
Si	1.3726	3.9961	9.3827	0.0117	-0.0053	0.0004
Si	4.0907	1.3123	9.303	-0.0081	-0.0028	0.0143
Si	1.4227	9.4673	9.4244	0.0045	0.0043	0.0192
Si	4.1216	6.7958	9.3824	-0.0003	0.0041	-0.0106
Si	6.8517	4.1593	9.3494	0.0221	0.0161	-0.0101
Si	9.553	1.3465	9.4487	0.0036	-0.0039	0.0137
Si	6.8201	9.4839	9.3822	-0.0078	-0.0102	0.0031
Si	9.5445	6.8243	9.3315	-0.0082	0.0011	0.0279
Si	0.0726	-0.0377	10.7835	0.0196	-0.0024	0.0036
Si	2.7785	2.6236	10.7172	-0.0244	-0.0149	0.0022
Si	0.035	5.4461	10.65	-0.003	0.0286	0.0036
Si	2.8017	8.0859	10.7949	-0.0095	-0.0128	0.0218
Si	5.4111	-0.0489	10.6718	-0.0004	-0.0052	0.0177
Si	8.1875	2.8316	10.7134	-0.0282	0.0065	0.019
Si	5.5407	5.5117	10.7627	0.0102	0.0208	0.0087
Si	8.196	8.126	10.7585	-0.0151	-0.048	-0.0106
Si	1.4522	1.2978	12.1591	0.0294	0.0029	0.0271
Si	4.2081	4.0196	11.9494	0.0342	-0.0203	0.0918
Si	1.5456	6.5357	12.0672	-0.0134	0.0393	-0.0083
Si	4.1891	9.4344	12.1399	0.0151	-0.0206	0.0366
Si	6.7056	1.4507	11.8917	0.0096	-0.0346	0.0249
Si	9.5616	4.2316	12.0761	-0.0015	0.02	0.0596
Si	6.9185	6.804	12.256	0.0048	0.0167	0.0152
Si	9.5354	9.5004	12.1043	0.0286	-0.0363	0.0371
Si	0.1	2.8703	13.2858	-0.0315	0.0314	0.0285
Si	2.7602	-0.1932	13.49	0.0097	-0.0144	0.0268
Si	0.5461	7.5727	13.8463	0.0053	0.0707	-0.0227
Si	2.8221	5.0806	13.4434	0.085	0.0487	0.1034
Si	5.5609	2.8355	13.3994	-0.0394	0.0153	-0.0154
Si	8.1678	0.2069	13.1054	-0.025	0.0185	-0.0062
Si	5.711	8.2958	13.6171	-0.0079	0.0123	0.0399
Si	8.3349	5.5192	13.6788	-0.0024	-0.0108	0.0474
Si	1.3159	4.0104	14.9134	0.0163	-0.0144	0.0119
Si	4.1388	0.8054	15.0463	0.0209	0.0178	-0.0122
Si	1.9482	9.0261	14.9741	0.0225	0.0102	0.0017
Si	4.4105	7.2142	15.2544	-0.0429	-0.0568	-0.0386
Si	7.2134	3.7884	14.7317	0.0095	0.0244	0.0172
Si	9.3869	1.6742	14.3862	-0.0072	-0.008	0.0164
Si	6.8196	10.0975	14.6558	0.0065	-0.0175	0.0023
Si	11.313	6.029	15.7711	-0.0271	0.0002	0.0245
Si	6.5313	8.849	18.8037	-0.002	0.0012	-0.0066
Si	-2.6465	-1.5112	16.3334	0.0033	0.0089	0.0007
Si	1.4374	6.6012	18.7733	-0.0038	0.0042	0.0067
Si	2.1366	1.7763	17.1375	0.005	-0.0062	0
Si	-0.4954	-4.937	24.8987	0.0011	-0.0015	0.0061
Si	5.6277	5.092	17.2007	0.0042	0.0079	-0.0195
Si	7.2469	-12.1697	24.3388	0.0086	-0.0071	0.012
Si	-0.0607	10.7757	16.5987	-0.0013	-0.0047	0.0068
Si	7.8231	-4.6733	18.8407	0.0032	-0.0074	-0.0061
Si	3.8952	7.8491	19.8913	0.0001	-0.0104	-0.0134
Si	5.7993	-2.2576	26.8662	0.0054	0.0014	0.0109
Si	10.1351	0.6245	27.0414	0.0015	0.0005	0.007
Si	3.2409	5.1291	20.4781	-0.0035	0.0038	-0.0001
Si	10.0607	-0.7548	24.5362	0.004	-0.0039	0.0099
Si	5.3672	0.5896	22.7393	0.0175	0.0077	0.0264
Si	-0.8531	6.0435	20.7696	0.0049	-0.0007	0.0093
Si	-1.7721	6.4744	15.8659	-0.0252	0.0024	0.0165
Si	12.6635	10.6666	23.5754	-0.0108	-0.0044	0.0065
Si	9.0247	7.6458	23.2564	0.0046	0.0007	0.0064
Si	4.2082	13.8754	18.8608	-0.0043	0.0066	-0.0126
Si	4.9069	2.5492	25.017	0.0181	0.0117	-0.0067
Si	2.475	4.0276	25.1675	-0.0112	0.0109	0.0082
Si	-7.1687	-0.5652	21.5319	-0.0213	-0.0053	-0.0043
Si	1.1638	5.0423	22.7258	-0.0062	0.0042	0.0079
Si	1.5001	6.5709	26.8436	-0.0024	0.0026	0.0099
Si	2.8469	9.3056	26.0192	-0.0018	-0.0101	0.0079
Si	5.6405	0.655	19.9194	0.0038	0.0018	-0.0079
Si	11.424	4.7622	28.9647	0.001	0.0053	0.0134
Si	7.9716	12.077	28.8539	0.0042	0.0054	0.0104
Si	-0.1841	1.4049	29.7392	-0.0047	-0.0143	-0.0046
Si	3.0268	1.3613	25.7382	-0.028	-0.0167	0.0172
Si	20.7607	-7.361	26.5175	-0.0043	-0.0008	0.0092
Si	-4.0098	14.2877	27.2067	0.0089	0.0055	0.0217
Si	6.3044	9.8181	29.751	-0.0073	0.0004	0.0127
Si	6.2155	6.0348	28.5094	0.003	0.0014	0.0151
Si	8.7039	5.8681	30.1803	0.0075	-0.0105	0.0089
O	-0.3317	-0.0381	-1.5821	0.004	0.0036	0.0113
O	1.07	-0.0091	0.5763	0.0127	0.0162	-0.0024
O	4.6299	4.6986	-0.1514	-0.0149	0.0029	0.0261
O	-0.017	6.6978	-5.8073	0.004	-0.0025	-0.0044
O	-0.7375	5.4481	-2.4086	0.0052	-0.007	-0.0121
O	-6.8176	3.9393	-7.2296	0.002	-0.0071	0
O	1.0997	8.6828	-0.9195	-0.0123	0.011	-0.0177
O	3.3455	6.9827	-0.8879	0.0164	-0.023	0.0127
O	3.7664	1.3507	-0.7252	-0.0202	0.0168	0.0011
O	6.2688	2.8784	-6.2458	-0.0107	-0.0076	-0.0117
O	5.8029	-3.7898	-4.6954	-0.0024	0.0049	-0.008
O	2.7439	8.5349	1.0782	0.0125	-0.0189	-0.0125
O	7.7707	6.2258	-3.1401	-0.002	-0.0012	-0.0036
O	7.965	4.7388	-0.9592	-0.0036	0.0055	-0.0055
O	8.999	7.1198	-0.8964	-0.0049	-0.0042	0.0098
O	7.8393	13.5135	0.5904	0.0072	-0.0298	-0.0104
O	3.7713	5.985	14.4283	-0.0474	0.0056	-0.0128
O	-5.3134	0.0737	15.3257	0.0012	0.0123	0.0039
O	6.62	10.3667	19.364	-0.0041	0.0031	0.0056
O	-0.5502	0.7684	15.346	-0.0038	0.0044	-0.0092
O	3.2522	8.2954	15.6819	-0.0168	-0.01	-0.0035
O	2.4488	7.8233	19.142	0.0016	0.002	0.004
O	1.1623	17.4055	17.1827	0.0062	0.0092	-0.02
O	6.4598	5.3944	18.5576	0.0074	0.0054	0.0065
O	8.3248	2.6475	15.1966	0.0017	0.0022	-0.0086
O	6.543	4.3464	16.1057	-0.007	-0.0058	0.0064
O	8.5259	-4.6529	17.3732	-0.0108	0.0053	0.0123
O	11.8386	-1.275	16.145	-0.0033	-0.0029	-0.0109
O	3.2807	11.7454	16.4227	-0.0091	0.0082	0.0095
O	5.4733	12.8437	18.975	-0.0007	-0.0095	0.007
O	15.358	13.1907	14.5429	-0.0197	-0.0292	0.0458
O	8.9355	8.0793	15.6497	0.0044	-0.0262	-0.0052
O	-0.6239	8.6235	13.2945	0.0551	-0.0546	0.1069
O	5.06	6.4893	16.5731	0.0013	-0.015	0.004
O	4.4708	4.0701	17.6724	-0.0011	-0.0051	0.0085
O	-3.8531	-1.9864	17.2866	0	-0.0055	0.0079
O	-1.4494	10.1382	17.1812	-0.008	-0.0058	0.0042
O	0.8124	11.7845	17.5263	0.0021	-0.0011	0.0003
O	2.7945	2.2983	18.5065	0.0053	0.0006	0.0076
O	1.7622	2.9939	16.1287	-0.0109	0.0057	-0.0019
O	3.8966	-2.1598	21.2568	0.0002	0.0047	0.0098
O	9.9885	1.9601	26.1332	-0.0013	0.0041	-0.0017
O	10.1298	-2.251	23.9404	-0.0029	0.0075	-0.0019
O	2.148	5.2271	19.2715	-0.0004	0.0013	0.0005
O	4.4252	8.9769	26.1012	-0.0041	0.0031	0.0007
O	10.8363	-5.9908	21.6142	0.0022	0.0024	0.0008
O	4.989	-2.4687	18.8599	-0.0023	0.0047	0.0016
O	4.2924	6.3393	20.3078	-0.0015	0.0054	0.0013
O	2.504	5.3703	21.893	0.0034	-0.0005	-0.0023
O	-1.9243	-4.4688	24.309	-0.0025	0.0014	-0.0038
O	0.0922	-4.1081	19.6648	0.0075	-0.0021	-0.0081
O	8.6789	0.3072	27.6892	-0.0004	0.0035	-0.0022
O	8.5192	10.6008	24.4506	-0.0023	0.0053	-0.0014
O	-0.6293	4.3669	25.2076	0.0007	0.0033	-0.0053
O	7.4748	-3.1924	19.4571	0.0023	-0.0024	0.002
O	11.4968	-4.68	23.7278	0.0011	-0.0032	-0.0047
O	8.7663	-5.4239	19.928	-0.0128	-0.0009	-0.007
O	5.2613	1.9901	23.5404	0.0021	-0.0168	-0.0054
O	4.0065	3.7196	20.3074	0.0003	0.002	0.0027
O	6.9603	-1.9554	25.7834	-0.0039	0.0025	-0.0089
O	2.1433	8.0637	26.8077	-0.0039	0.0021	-0.0006
O	9.4631	-3.7101	21.7903	-0.0012	0.0063	0.0042
O	4.094	0.1349	20.1014	0.0002	-0.0031	-0.0011
O	13.1306	5.4428	25.9313	0.006	-0.005	-0.0121
O	16.9153	-1.3738	28.1981	0	-0.0016	-0.0069
O	11.1861	11.833	28.2339	-0.0064	0	-0.0028
O	12.354	5.9724	28.3643	0.0003	0.0002	-0.0072
O	-3.2673	8.4304	23.2542	-0.0016	0.001	0
O	19.2645	3.9096	26.9824	0.0013	-0.0015	-0.0058
O	2.5838	1.0373	24.1919	-0.0016	0	0.0033
O	1.6273	3.885	23.772	0.0023	0.0012	-0.0062
O	6.0009	-0.4569	23.8034	-0.0152	0.0165	-0.022
O	2.7158	-0.019	26.5862	0.0192	0.0113	-0.0177
O	4.8794	-0.8066	30.4666	0.0064	-0.0011	-0.0084
O	5.9791	-6.2957	27.8456	-0.0017	-0.0034	-0.0069
O	5.3531	6.1965	29.8602	-0.0037	-0.0021	-0.0042
O	0.2031	0.0974	23.6355	0.005	-0.0021	-0.0023
O	2.2493	-1.5013	24.4949	-0.0004	0.0038	-0.0044
O	2.1769	10.496	22.0226	0.0056	0.0065	0.009
O	2.1486	2.7145	26.1189	0.0077	-0.0026	-0.0084
O	-4.6426	11.8559	21.4023	-0.0071	0.0016	0.0031
O	7.2352	0.2375	29.8836	-0.0006	0.003	-0.0079
O	17.9593	8.6801	30.5795	0.003	0.0022	0.0087
O	6.8625	13.0683	28.2585	0.0027	0.001	-0.0053
O	9.1709	12.8936	29.59	0.0088	-0.0029	-0.0035
O	-0.3233	10.2684	26.0862	-0.0064	0.0012	-0.0113
O	6.1074	0.6242	32.3134	-0.0125	0.0092	0.0005
O	10.9097	3.8791	27.7082	-0.0051	-0.0044	-0.015

Results
free energy: -134614.735 eV
free energy less fixed offsets of O -570.45, Si -639.56 eV per atom: 6.785 eV

The program warned: the cutoff lies below the one the program advises for these potential files; the forces do not sum to zero within the program's tolerance; empty levels may hold ghost states of the PAW files; the exchange-correlation potential is rough where the density is thin.
